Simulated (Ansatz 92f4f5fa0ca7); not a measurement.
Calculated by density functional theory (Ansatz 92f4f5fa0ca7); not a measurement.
Periodic cell of 256 atoms, Si144O112, from a study of silicon, its oxide and their interface. The atomic structure is a simulated model.
This geometry differs little from another in the collection (a relaxation step or a small displacement).

Settings: functional r2SCAN; potential files Ansatz PAW; basis plane waves; wave-function cutoff 800 eV; density cutoff ratio 5; exchange-correlation grid ratio 1; k mesh 1 x 1 x 1, shifted by 0.5 0.5 0 of a step; self-consistency stop 1e-10 eV per atom in the density residual; occupations fixed; spin none; net charge 0.

Cell vectors (angstrom)
a, 10.88, 0, 0
b, 0, 10.88, 0
c, -0.3009, 0.428, 36.3142

Atoms and the computed forces on them: element, x, y, z (angstrom), force x, y, z (eV/angstrom)
Si, 1.6083, -1.5957, -0.0333, 0.0061, -0.007, 0.0392
Si, 4.275, 1.1175, 0.1205, 0.0056, -0.0055, 0.0358
Si, 1.1803, 4.2945, 0.1213, -0.0046, 0.0068, 0.0369
Si, 3.9574, -3.6757, 0.1092, -0.0115, 0.0021, 0.0376
Si, -4.4299, -1.0938, 0.2785, -0.0039, 0.0078, 0.0344
Si, -1.5561, 1.4621, 0.1322, -0.0047, 0.0072, 0.0398
Si, 7.125, 3.7025, 0.0266, 0.0055, -0.0059, 0.0489
Si, -1.0584, -4.3859, 0.0471, 0.0078, -0.006, 0.0449
Si, 2.6953, -0.0396, 1.3921, -0.0011, 0.001, -0.003
Si, 5.4748, 2.6949, 1.3777, -0.0015, 0.0017, -0.003
Si, 2.8016, -5.382, 1.3079, 0.0002, -0.001, -0.0029
Si, 5.3447, -2.6138, 1.64, -0.0007, 0.0002, -0.0018
Si, -2.7434, -0.0164, 1.4679, 0.0007, -0.0003, -0.0017
Si, 0.0085, 2.7016, 1.3897, 0.0007, -0.0011, -0.0028
Si, 8.1626, 5.3998, 1.308, -0.0016, 0.0014, -0.0034
Si, 0.0391, -2.7442, 1.3159, -0.0008, 0.0013, -0.0034
Si, 1.3588, 1.3489, 2.7259, -0.0011, 0, 0.0011
Si, 4.1132, 4.1014, 2.6818, -0.0006, 0.0002, 0.0004
Si, 1.4014, -4.0727, 2.7269, 0.0001, 0.0003, 0.0002
Si, 3.983, -1.2944, 2.9279, -0.0007, -0.0001, 0.001
Si, 6.7815, 1.3519, 2.8188, -0.0002, 0, 0.0002
Si, 9.5041, 4.0641, 2.7467, -0.0001, -0.0008, -0.0001
Si, 6.8092, 6.7798, 2.7076, -0.0009, -0.0002, 0.0012
Si, -1.3369, -1.407, 2.7082, -0.0002, -0.0001, 0.001
Si, -0.009, -0.0122, 4.0764, -0.0004, 0.0003, -0.0002
Si, 2.7357, 2.7325, 4.0492, -0.0005, 0.0005, -0.0007
Si, 0.0148, 5.4346, 4.0674, -0.0002, 0.0004, 0.0005
Si, 2.6676, -2.7297, 4.1817, -0.0009, 0, 0.0006
Si, 5.4222, 0.0289, 4.1904, -0.0009, 0.0001, 0.0005
Si, 8.1565, 2.7227, 4.1284, -0.0007, 0.0006, -0.0003
Si, 5.4494, 5.4393, 4.08, -0.0006, 0.0001, 0.0001
Si, 8.1743, -2.7487, 4.0727, -0.0003, -0.0003, -0.0001
Si, 1.3588, -1.3663, 10.9042, -0.001, 0, -0.0004
Si, 4.0778, 1.3662, 10.9017, -0.0004, 0.0004, -0.0002
Si, 1.351, 4.108, 10.8277, -0.0006, -0.0002, -0.0011
Si, 4.076, -4.0964, 10.8338, -0.0007, -0.0001, -0.001
Si, 6.7885, -1.3566, 10.8094, -0.0009, 0.0001, -0.0005
Si, -1.3719, 1.3647, 10.8162, -0.0009, 0.0005, -0.0006
Si, 6.7966, 4.0752, 10.9191, -0.001, 0.0003, -0.0005
Si, -1.3582, 6.7994, 10.916, -0.0007, 0.0003, -0.0007
Si, 2.7204, 0.0023, 12.2556, -0.0007, 0, 0.0006
Si, 5.4255, 2.7206, 12.2885, -0.0009, 0.0002, 0.0006
Si, 2.7051, 5.4482, 12.1987, -0.0009, 0.0005, 0.0001
Si, 5.4544, -2.7373, 12.1369, -0.0003, -0.0004, 0.0003
Si, -2.7265, -0.0069, 12.1427, -0.0012, 0.0004, 0.0012
Si, -0.0312, 2.7587, 12.1344, -0.0008, 0, 0.0005
Si, 8.1586, 5.4421, 12.2854, -0.0008, 0.0001, 0
Si, 0.0065, -2.7235, 12.2878, -0.0004, -0.0001, 0.0003
Si, 1.2995, 1.4143, 13.4982, -0.0004, 0.0004, -0.0016
Si, 4.0262, 4.0979, 13.6137, -0.0016, 0.0008, -0.0023
Si, 1.3901, -4.0866, 13.6347, 0.0006, -0.0006, -0.0039
Si, 4.1212, -1.4134, 13.5179, -0.0005, -0.0006, -0.0021
Si, -4.0408, 1.3256, 13.5577, 0.0004, -0.0004, -0.002
Si, -1.3277, 4.0791, 13.6024, 0.0003, -0.0002, -0.0023
Si, 6.7804, -4.0427, 13.5865, -0.0009, 0.0009, -0.0022
Si, -1.407, -1.3412, 13.5642, -0.0017, 0.0006, -0.0029
Si, -0.2746, 0.288, 14.7986, 0.0069, -0.0072, 0.0374
Si, 2.3969, 2.9443, 14.8792, 0.0046, -0.0086, 0.0381
Si, 0.2492, -5.6723, 14.9506, -0.0077, 0.0084, 0.0411
Si, 3.002, -2.9278, 14.9115, -0.0063, 0.0088, 0.0384
Si, 5.7264, -0.3176, 14.7994, -0.0083, 0.0056, 0.0368
Si, -2.4699, 2.4755, 14.8703, -0.0076, 0.0071, 0.0399
Si, 5.1731, 5.7199, 14.8702, 0.0077, -0.007, 0.0386
Si, -2.9378, -2.4927, 14.936, 0.0074, -0.0066, 0.0431
Si, 3.299, -1.1546, 23.6117, -0.0117, -0.0107, 0.1126
Si, 2.3952, 4.1905, 24.8192, -0.0232, 0.0074, 0.1176
Si, 6.4619, 3.7756, 16.9533, 0.0026, 0.0037, 0.105
Si, -2.403, -0.2214, 22.8549, 0.0058, -0.0028, 0.1149
Si, -1.0941, -2.0222, -4.5334, -0.0086, -0.0005, 0.1004
Si, 3.0095, 2.9571, -2.0606, -0.0041, -0.0072, 0.0853
Si, -2.0739, 1.393, 20.5722, 0.0041, -0.0128, 0.0829
Si, 1.8442, 2.4914, -6.9207, -0.0045, -0.0135, 0.1103
Si, 0.976, 2.2334, -4.0679, 0.0078, -0.0054, 0.1053
Si, 0.9805, 4.9376, 22.0412, 0.0079, 0.0045, 0.088
Si, 2.9793, 1.8491, 23.1974, 0.0105, -0.0026, 0.095
Si, 7.3265, 4.0418, 19.9305, 0.0001, -0.0156, 0.1116
Si, 0.5574, 4.1807, -9.1552, -0.0055, 0.0049, 0.1099
Si, 1.1716, -1.4721, 17.0056, 0.0012, 0.007, 0.0962
Si, 7.0474, -0.8742, -5.6745, 0.0069, -0.0074, 0.101
Si, 2.6428, 0.2575, 19.185, -0.0044, 0.0107, 0.1197
Si, 3.3908, -4.47, 21.4495, -0.0004, -0.0066, 0.0835
Si, -1.237, -4.1368, 22.768, -0.0089, 0, 0.1107
Si, 4.3229, -1.6889, 20.8944, 0.0068, -0.0233, 0.0984
Si, 4.7072, -5.105, 24.0597, 0.0111, 0.0069, 0.0995
Si, 1.8509, -2.2656, -5.8928, -0.011, 0.0066, 0.1076
Si, -2.1988, -4.2312, -2.7991, -0.0023, 0.0125, 0.0969
Si, 0.9474, 2.0665, 20.9741, -0.0031, 0.0195, 0.0953
Si, 3.7775, -2.0653, -9.6892, -0.0069, 0.0033, 0.1107
Si, 2.1556, -4.3548, -8.1906, 0.0088, -0.0033, 0.0958
Si, 5.7955, -5.0161, -5.0511, 0.0032, -0.0017, 0.1023
Si, 4.2587, 1.4932, 16.9046, -0.0005, -0.0059, 0.0947
Si, 2.1505, -0.1785, -8.2009, 0.0074, 0.0064, 0.0999
Si, 5.9994, -2.9656, -1.9472, 0.0022, -0.0027, 0.094
Si, -2.6061, -5.2194, -6.5268, -0.0056, -0.0122, 0.1092
Si, 7.0469, 2.0412, -4.6601, -0.0022, 0.0122, 0.1003
Si, -2.2818, -3.9849, 19.9449, -0.0078, 0.0169, 0.1165
Si, 4.5603, -2.3773, -4.3585, 0.0154, -0.0003, 0.0939
Si, -2.3792, 3.094, -10.0078, -0.0005, -0.0063, 0.0999
Si, 7.7846, -5.1133, -11.3248, 0.0121, -0.0091, 0.1144
Si, -1.0106, -3.7521, 17.1268, -0.0058, -0.002, 0.1063
Si, 8.1113, 0.2024, -10.6876, -0.006, 0.0132, 0.1075
Si, -1.5124, 4.0198, -4.1706, 0.0047, 0.0008, 0.0875
Si, 4.1248, 4.3238, -7.2554, 0.0189, 0.0058, 0.0901
Si, 0.2534, -1.5892, 23.7405, 0.0094, 0.0094, 0.0975
Si, 7.3417, -1.2565, 20.3761, 0.0032, 0.0086, 0.0853
Si, 6.7259, 3.2883, -7.6103, -0.0117, 0.0067, 0.1102
Si, -1.9649, -3.4352, -8.8422, -0.0006, -0.0025, 0.1096
Si, -0.1388, -0.1346, -2.2526, 0.0073, 0.0003, 0.101
Si, -0.1792, -1.2566, -9.698, -0.0028, 0.004, 0.1014
Si, 5.7343, 3.8166, -2.7578, -0.0082, 0.0067, 0.1013
Si, 4.8864, 3.879, 21.8095, -0.0212, 0.0072, 0.0946
Si, 6.584, -1.2723, -8.6523, 0.0066, 0.0073, 0.1069
Si, 1.3179, -1.348, 5.4838, -0.0004, -0.0003, -0.0003
Si, 4.0616, 1.4046, 5.4787, -0.0002, -0.0001, -0.0005
Si, 1.3681, 4.0733, 5.4317, -0.0006, 0.0002, -0.0002
Si, 4.0868, 6.7895, 5.4649, -0.0004, -0.0002, -0.0007
Si, 6.8102, -1.3832, 5.4564, -0.0005, -0.0006, -0.0005
Si, -1.3594, 1.3462, 5.4556, -0.0005, -0.0003, -0.0004
Si, 6.7924, 4.0889, 5.4569, -0.0008, 0, -0.0003
Si, -1.3469, 6.7907, 5.4364, -0.0003, -0.0002, -0.0001
Si, 2.7041, 0.0155, 6.8061, -0.0005, 0.0001, -0.0007
Si, 5.43, 2.7443, 6.8154, -0.0003, 0.0001, -0.0007
Si, 2.7193, 5.4301, 6.8124, -0.0005, -0.0003, -0.0008
Si, 5.4457, -2.7299, 6.8236, -0.0005, 0, -0.0008
Si, -2.7211, -0.0105, 6.8159, -0.0004, 0, -0.0008
Si, 0.0054, 2.715, 6.8046, -0.0004, 0.0002, -0.0008
Si, -2.718, 5.4444, 6.7943, -0.0002, 0, -0.0004
Si, -0.0252, -2.7169, 6.8139, -0.0005, 0, -0.0005
Si, 1.3606, 1.3597, 8.1732, -0.0006, -0.0003, 0
Si, 4.0794, 4.078, 8.1765, -0.0007, -0.0003, -0.0002
Si, 1.3488, 6.8107, 8.1493, -0.0003, -0.0004, -0.0002
Si, 4.0654, -1.3506, 8.1514, -0.0003, -0.0005, 0.0002
Si, 6.7822, 1.3679, 8.1467, 0, -0.0002, -0.0001
Si, -1.3702, 4.0843, 8.1507, -0.0005, -0.0005, -0.0001
Si, 6.8111, -4.0943, 8.1708, -0.001, 0, 0
Si, -1.3656, -1.3694, 8.1761, -0.0007, -0.0001, -0.0001
Si, 0.0082, -0.0124, 9.5189, -0.0009, -0.0002, -0.0003
Si, 2.7222, 2.7188, 9.5271, -0.0006, -0.0002, -0.0003
Si, -0.0191, 5.4617, 9.5024, -0.0005, 0.0003, -0.0004
Si, 2.7086, -2.7151, 9.5122, -0.001, 0.0002, -0.0004
Si, 5.418, 0.0179, 9.5014, -0.0009, 0.0004, -0.0004
Si, 8.1345, 2.7298, 9.5043, -0.0007, 0.0001, -0.0003
Si, 5.4507, 5.4206, 9.5237, -0.0008, -0.0001, -0.0002
Si, 8.1692, -2.7349, 9.5249, -0.0007, -0.0001, -0.0003
O, 7.8358, -5.3608, 20.3882, -0.0025, -0.0042, -0.0431
O, -1.0187, -1.0957, -3.2015, -0.0102, -0.0215, -0.0589
O, 5.3551, 4.5405, 23.217, -0.0003, -0.021, -0.057
O, 7.1845, -4.4086, -5.627, 0.0163, -0.0043, -0.0455
O, 1.7647, -1.5082, 23.1627, 0.0059, 0.0004, -0.0365
O, -1.4664, -4.2959, 18.5841, 0.024, 0.0044, -0.0835
O, 4.7492, -3.963, -4.4911, -0.0008, -0.009, -0.0382
O, -1.5193, -0.4495, -9.9461, -0.0093, 0.0039, -0.0448
O, 3.077, 3.4084, -6.441, 0.0016, 0.0056, -0.036
O, 5.4194, 0.0345, -0.3183, 0.0001, -0.0016, -0.0202
O, 4.0879, -4.0533, 15.4257, -0.0007, -0.0004, -0.0178
O, 6.8917, -1.995, -1.0059, -0.0034, -0.0167, -0.0448
O, 4.9877, -2.0432, -2.829, -0.0199, 0.0046, -0.0639
O, -2.6168, 2.5955, -0.361, -0.0029, 0.0017, -0.0189
O, 7.4165, 4.7425, -7.5237, -0.0038, -0.0117, -0.0461
O, -1.9736, 5.059, -3.0137, 0.004, -0.0202, -0.0426
O, 5.7288, -1.2048, 20.2629, 0.0065, 0.0039, -0.0318
O, 2.8852, 2.6743, 24.5912, 0.004, -0.0162, -0.05
O, 3.5822, 1.6756, -1.2515, -0.0131, 0.0205, -0.0458
O, 6.154, 3.5049, 20.9038, 0.0324, 0.0016, -0.0528
O, 7.7014, -2.4159, -8.6593, 0.0061, -0.003, -0.0332
O, 1.5517, 1.6446, 22.4313, -0.0223, 0.0019, -0.0556
O, 0.9841, -0.9663, -1.4141, -0.02, 0.0163, -0.0504
O, 3.2039, -0.6542, 20.3864, -0.019, 0.0236, -0.0595
O, 3.8551, 0.8354, 18.3061, 0.0206, 0.0195, -0.0666
O, 5.0152, 5.0959, -6.1952, -0.0237, -0.0209, -0.0624
O, 3.1318, -0.6163, -9.3902, 0.0125, -0.0127, -0.0475
O, 1.3342, 4.0693, 15.4415, -0.0003, 0.0003, -0.0193
O, 2.7697, -2.6827, -0.4674, 0.0008, 0.0014, -0.0194
O, 6.5907, 4.1448, -1.4365, -0.0146, 0.0011, -0.0683
O, 2.9935, -2.1408, -4.718, -0.0246, 0.0005, -0.047
O, 5.9016, 5.0643, 16.1699, -0.0152, 0.0206, -0.0478
O, 0.5118, 0.9441, -3.2405, 0.0084, 0.0224, -0.0456
O, 6.8223, -1.3843, 15.4116, -0.0009, 0.0002, -0.0179
O, 5.1816, -2.0605, -8.8742, -0.0167, -0.0036, -0.0407
O, -2.4293, 2.6886, -4.1796, -0.0067, -0.0036, -0.0313
O, 5.3191, 2.6686, 17.1139, -0.0027, -0.0028, -0.0358
O, 6.7971, -0.1496, -9.8072, 0.0166, 0.0167, -0.0537
O, 6.6982, 2.5918, -6.1463, -0.0027, 0.0195, -0.0786
O, -1.6224, 4.7681, -5.605, -0.0122, 0.0194, -0.0616
O, 7.7633, -1.3501, 21.943, -0.014, -0.0097, -0.063
O, 8.1043, 0.0986, 19.8057, -0.0012, -0.0005, -0.0372
O, 7.6448, -0.127, 24.2198, 0.0095, -0.0132, -0.0843
O, 7.7459, 4.2151, -10.8775, -0.0099, 0.0258, -0.0457
O, 3.8942, -3.2277, 20.5369, 0.0042, 0.0139, -0.0366
O, 5.9153, -4.2879, 24.7723, -0.0209, -0.0047, -0.0392
O, -2.5273, 1.2187, 22.1224, 0.0037, 0.0186, -0.0609
O, 3.8693, -4.2152, 22.9902, -0.0142, 0.0068, -0.0603
O, 2.4474, 2.5791, -3.5131, -0.0183, -0.0059, -0.0518
O, 1.6681, -0.6965, 18.3229, -0.0197, -0.0261, -0.0665
O, -0.3053, -3.1018, 23.5975, -0.009, -0.0152, -0.0414
O, 5.1866, 3.4434, -8.1214, 0.0013, -0.0048, -0.0363
O, 4.0029, 2.5628, 22.1453, 0.0124, 0.0093, -0.0398
O, 4.9315, 0.3101, 16.0607, 0.0136, -0.0197, -0.0467
O, 0.1017, -2.6139, 17.3845, 0.0032, 0.0025, -0.0334
O, -0.4584, 1.3579, 20.606, -0.0018, -0.0009, -0.0312
O, 6.773, -0.5157, -7.2288, -0.0089, -0.0063, -0.0832
O, 0.0608, 5.3739, -0.3765, -0.0033, 0.0011, -0.0208
O, -1.6068, -3.7882, -1.3611, -0.0168, 0.0001, -0.0667
O, -0.3908, -4.9975, 16.2973, 0.0156, -0.0199, -0.0507
O, 4.3651, -1.6274, 22.5039, 0.0152, -0.0035, -0.0678
O, 2.3082, -1.0939, -6.8916, 0.0033, 0.0262, -0.0655
O, 7.1129, -3.7751, -2.8055, 0.0069, -0.0063, -0.0412
O, 1.0845, 1.8761, -5.6374, 0.0164, 0.0058, -0.0808
O, 7.6639, 2.5652, -8.7053, 0.0276, -0.0029, -0.0669
O, 3.9389, 4.7621, -11.1697, 0.0096, 0.0029, -0.0446
O, 3.9716, -2.2553, -11.2765, -0.0022, 0.0075, -0.0893
O, 3.5028, 0.4313, 23.7059, -0.0039, 0.0112, -0.0362
O, -1.4276, -3.5751, 21.2622, -0.0162, 0.0011, -0.0788
O, -0.5612, -2.6658, -9.0226, 0.0079, 0.0136, -0.037
O, -2.3782, -1.602, -5.4548, -0.0201, 0.0073, -0.0403
O, 2.4173, -2.1688, 16.2388, 0.0177, -0.0176, -0.0485
O, 0.4708, -0.3665, 16.0776, -0.0176, 0.019, -0.0493
O, -2.3758, 1.7545, -10.9192, 0.0023, -0.014, -0.0378
O, 5.6908, -1.6772, -5.277, 0.0177, 0.0123, -0.0376
O, 4.0444, 4.998, 20.9808, 0.0022, -0.0005, -0.0348
O, 1.5915, 3.7937, -10.3327, 0.0392, -0.0084, -0.0774
O, -0.8333, -0.5995, 23.0517, -0.0175, 0.0102, -0.0384
O, 5.0313, -3.9893, -1.1083, 0.0209, 0.0059, -0.0453
O, -2.2571, -3.1364, 16.2836, -0.02, 0.0155, -0.0529
O, 1.8829, -3.6792, -6.7208, 0.0044, -0.0235, -0.0616
O, 1.7748, -4.6884, 21.3602, 0.0042, 0.0061, -0.0308
O, 1.8115, 3.6222, -1.2162, 0.0154, -0.015, -0.0442
O, -2.4684, 2.8357, 19.9703, -0.0078, 0.0181, -0.0371
O, 7.7457, 3.1525, 16.1994, 0.0202, -0.0129, -0.0495
O, 1.9245, 1.5596, 19.802, 0.023, -0.0245, -0.0588
O, 0.8049, 3.3386, -7.8021, -0.0159, 0.0239, -0.0628
O, -0.4866, 5.3282, 22.5741, 0.0059, -0.0042, -0.0351
O, 0.6319, -0.313, -8.693, -0.0213, -0.0121, -0.0485
O, 1.816, 4.5778, 23.367, -0.0185, 0.0099, -0.0714
O, 0.8349, -5.1245, -8.7878, -0.009, -0.0117, -0.0356
O, 0.3461, -2.0202, -5.3039, 0.0328, -0.0038, -0.046
O, 5.9715, 2.3711, -3.4733, 0.0164, -0.0145, -0.0499
O, -1.7485, -4.2511, -7.4645, 0.0075, 0.0236, -0.0665
O, -0.0083, 3.5066, -3.8815, -0.0049, 0.0017, -0.0311
O, 2.4814, 1.3365, -7.83, 0.0001, -0.0179, -0.0416
O, 7.1403, 0.448, -4.761, -0.0015, -0.0116, -0.0357
O, -0.9381, 3.7593, -9.6264, -0.01, -0.0019, -0.0354
O, -1.3812, -3.5192, -3.9944, 0.0098, 0.0161, -0.0461
O, 0.8497, 3.691, 21.0155, -0.0025, -0.0187, -0.0385
O, 3.3027, 5.3823, -8.1339, -0.0118, 0.0132, -0.0363
O, -2.5977, -4.4123, 23.6037, 0.0291, 0.0095, -0.0674
O, 2.7431, -3.2024, -9.1628, 0.0154, 0.0203, -0.0465
O, -1.3661, 1.3714, 15.384, -0.0003, 0.0004, -0.0208
O, 6.869, 4.2644, 18.4162, -0.0195, -0.0062, -0.0895
O, 4.2007, 4.0082, -2.3034, 0.0141, 0.0014, -0.0366
O, 6.1888, 4.8336, -3.8983, -0.0008, 0.0252, -0.0583
O, 0.6726, -1.5689, -11.0243, 0.0111, -0.015, -0.081
O, -2.3353, -4.3078, -10.1474, -0.0174, -0.0229, -0.0732
O, 7.7335, -2.6432, 19.6316, 0.0057, -0.0156, -0.0377
O, 2.9585, 2.1135, 16.1712, -0.0191, 0.0165, -0.0453
O, -1.0564, 0.6478, -1.1821, 0.0142, -0.0171, -0.0515

Results
free energy: -155994.019 eV
free energy less fixed offsets of O -570.45, Si -639.56 eV per atom: -6.979 eV

The program warned: the cutoff lies below the one the program advises for these potential files; the forces do not sum to zero within the program's tolerance; empty levels may hold ghost states of the PAW files; the exchange-correlation potential is rough where the density is thin.
